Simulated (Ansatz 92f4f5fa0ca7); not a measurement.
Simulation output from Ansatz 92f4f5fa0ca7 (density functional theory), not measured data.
Periodic cell of 244 atoms, Si164O80, from a study of silicon, its oxide and their interface. The atomic structure is a simulated model.
Doubt: the cutoff is far below the 930 eV that the study's wrapper takes by default for these files, so forces and energies are approximate.
This geometry differs little from another in the collection (a relaxation step or a small displacement).

Settings
functional: PBE
potential files: Ansatz PAW
basis: plane waves
wave-function cutoff: 580 eV
density cutoff ratio: 5
exchange-correlation grid ratio: 1
k mesh: 1 x 1 x 1, Gamma-centred
self-consistency stop: 5e-08 eV per atom in the density residual
occupations: fixed
spin: none
net charge: 0

Cell vectors (angstrom)
a  10.938  0  0
b  0  10.938  0
c  0  0  37.1683

Atoms: element, x, y, z (angstrom)
Si  0  0  0.683
Si  5.469  0  0.683
Si  2.7345  2.7345  0.683
Si  8.2035  2.7345  0.683
Si  0  5.469  0.683
Si  5.469  5.469  0.683
Si  2.7345  8.2035  0.683
Si  8.2035  8.2035  0.683
Si  1.3673  1.3673  2.0503
Si  6.8362  1.3673  2.0503
Si  4.1018  4.1018  2.0503
Si  9.5708  4.1018  2.0503
Si  1.3673  6.8362  2.0503
Si  6.8362  6.8362  2.0503
Si  4.1018  9.5708  2.0503
Si  9.5708  9.5708  2.0503
Si  2.7345  0  35.1168
Si  8.2035  0  35.1168
Si  0  2.7345  35.1168
Si  5.469  2.7345  35.1168
Si  2.7345  5.469  35.1168
Si  8.2035  5.469  35.1168
Si  0  8.2035  35.1168
Si  5.469  8.2035  35.1168
Si  4.1018  1.3673  36.4841
Si  9.5708  1.3673  36.4841
Si  1.3673  4.1018  36.4841
Si  6.8362  4.1018  36.4841
Si  4.1018  6.8362  36.4841
Si  9.5708  6.8362  36.4841
Si  1.3673  9.5708  36.4841
Si  6.8362  9.5708  36.4841
Si  2.2033  3.0311  26.989
Si  8.1471  -5.3839  29.4154
Si  2.7425  6.4197  19.9706
Si  7.7182  -2.0838  26.9432
Si  -0.2867  0.5748  27.1609
Si  0.5853  4.9485  26.9422
Si  3.207  7.9113  27.1287
Si  8.7124  13.0957  27.0464
Si  -1.4231  1.42  31.104
Si  4.2755  -0.096  20.4244
Si  4.1154  1.4611  30.9962
Si  9.3431  8.1701  24.3448
Si  1.2419  1.5948  28.6226
Si  6.7135  7.0797  28.1655
Si  -1.3878  9.7053  28.2379
Si  14.68  10.1831  26.3275
Si  2.5846  0.1004  29.8466
Si  6.8893  1.2546  28.2779
Si  -4.8156  -0.2105  26.5161
Si  7.3441  6.9661  22.4516
Si  5.4387  2.77  29.4477
Si  11.5927  1.3723  23.0702
Si  -0.1599  2.9418  29.8397
Si  3.8966  9.6067  28.6098
Si  4.91  6.1975  26.8745
Si  8.2057  0.0026  29.7557
Si  1.3645  4.204  31.0796
Si  6.8174  4.1443  30.8581
Si  4.1068  6.8764  31.031
Si  9.5262  6.8549  30.8958
Si  1.2647  9.547  31.0464
Si  6.8461  9.6049  31.1161
Si  -0.0448  0.0167  32.4198
Si  5.4497  0.0618  32.3976
Si  2.7313  2.7811  32.3951
Si  8.1307  2.807  32.3728
Si  -0.0445  5.5501  32.3742
Si  5.4858  5.4752  32.3383
Si  2.7053  8.2159  32.3884
Si  8.2149  8.1868  32.385
Si  1.3729  1.3729  33.7473
Si  6.8324  1.3966  33.7601
Si  4.1227  4.1218  33.7461
Si  9.5595  4.1252  33.7339
Si  1.356  6.8515  33.7608
Si  6.8409  6.8233  33.7413
Si  4.0935  9.5865  33.7408
Si  9.5596  9.5601  33.7661
Si  2.7421  -0.0157  3.4183
Si  8.1901  -0.0061  3.4192
Si  -0.0053  2.7288  3.4216
Si  5.4515  2.682  3.4037
Si  2.6899  5.4323  3.3941
Si  8.2508  5.4874  3.4013
Si  -0.003  8.1721  3.4198
Si  5.5061  8.2501  3.3957
Si  4.1258  1.2957  4.8366
Si  9.5734  1.3393  4.7695
Si  1.3556  4.0639  4.8348
Si  6.9154  4.0257  4.6442
Si  4.1004  6.8392  4.6115
Si  9.6102  6.8104  4.8589
Si  1.3982  9.5109  4.7553
Si  6.8662  9.5786  4.8536
Si  -0.0185  -0.0958  6.0724
Si  5.501  -0.0297  6.3056
Si  2.738  2.664  6.1737
Si  9.5194  4.0353  7.6341
Si  0.0228  5.4169  6.2817
Si  5.5074  5.4387  5.7886
Si  2.8079  8.1194  6.0745
Si  8.2365  8.1944  6.2279
Si  -2.4371  0.3622  11.2406
Si  8.2086  2.7254  6.1269
Si  4.2456  4.1446  7.2125
Si  8.1921  9.6335  17.9435
Si  3.3906  5.8033  8.6094
Si  5.1378  7.491  8.7886
Si  -1.3027  9.5599  7.6236
Si  12.2135  13.8739  13.2711
Si  4.6786  4.1253  10.5861
Si  12.0184  -2.827  11.7686
Si  5.0601  5.9577  14.6698
Si  1.5005  6.795  7.5482
Si  0.2624  5.902  24.7933
Si  6.8776  1.4445  7.6262
Si  0.5914  8.6047  8.7468
Si  5.9132  3.379  8.6866
Si  7.6074  4.0301  21.4285
Si  14.8518  -4.0711  17.4113
Si  -3.289  5.0902  8.7366
Si  8.9892  -0.2102  22.8512
Si  8.6704  11.3959  8.832
Si  12.2756  12.1475  7.4639
Si  -1.29  7.0384  17.8769
Si  3.9265  12.6823  12.5969
O  19.0585  3.9456  15.7536
O  -12.8919  5.6757  18.4872
O  -0.2899  6.536  16.6831
O  30.9387  9.8867  11.8311
O  23.2227  5.6926  19.5303
O  -1.4184  1.595  11.6554
O  7.19  -9.1746  17.1372
O  0.5109  9.6236  20.715
O  33.9584  -0.786  18.2788
O  4.7264  -2.6677  17.4477
O  13.9963  -0.8362  16.4778
O  -2.5661  10.1029  21.4766
O  -0.395  7.8946  18.9625
O  -1.41  -9.2754  16.1445
O  -13.8696  14.583  19.8962
O  8.2069  -2.7654  25.505
Si  -15.1146  12.2515  13.5208
Si  9.6323  -1.5786  13.2704
Si  21.4159  2.1185  8.6897
Si  -0.3829  -9.931  15.0602
Si  -10.9633  -2.7228  29.517
Si  -25.826  -12.3319  20.8165
Si  -10.1256  -17.5926  20.1366
Si  34.9499  -26.8627  13.5311
Si  1.0391  29.1785  16.1403
Si  5.1526  -18.6512  23.1413
Si  16.4109  8.3119  29.7374
Si  -4.3808  17.3353  10.5262
Si  -1.3429  -6.8293  28.108
Si  4.0369  -6.7329  28.0596
Si  13.3076  10.6443  10.9487
Si  6.9497  12.1925  24.8049
Si  9.0856  4.0329  18.7148
Si  18.0065  11.19  16.4595
Si  -2.4548  2.7488  16.8141
Si  23.8495  9.01  21.1519
Si  16.057  6.1042  24.491
Si  -8.1634  -5.4494  29.6551
Si  -18.9982  -8.5889  21.2737
Si  -19.2733  17.6843  22.9327
Si  12.3655  -15.0709  28.2223
Si  2.3108  21.2782  8.6495
Si  21.8203  -12.3829  19.1725
Si  26.2595  -1.0791  17.3838
Si  10.225  3.9645  22.8809
Si  10.9824  12.7761  10.94
Si  15.0985  9.3738  7.5836
Si  6.7626  -4.2462  7.2734
Si  -3.538  4.1978  14.3148
Si  1.7761  0.831  25.8866
Si  1.4593  10.1765  16.6796
Si  40.3538  -14.828  13.3681
O  0.0643  13.1791  14.0974
O  -19.5465  -3.8457  17.1045
O  -9.2404  -4.3008  12.1168
O  4.1763  -22.4382  18.8937
O  12.5794  23.3207  21.7936
O  -8.4528  -2.9097  19.9469
O  7.1404  -12.4803  19.199
O  11.01  -13.3098  12.9578
O  -35.1993  -2.6925  13.85
O  -27.2757  -0.2578  16.632
O  8.1189  5.5114  13.6196
O  1.6116  4.437  13.7402
O  -7.286  2.9682  22.5651
O  -7.0304  -25.7969  23.8608
O  -5.9455  4.5386  24.0784
O  13.1255  -7.525  20.257
O  23.4744  -5.109  23.8374
O  14.5877  11.4625  11.5465
O  -14.3433  -5.2863  21.5243
O  -1.2506  9.6858  23.8973
O  22.7017  3.0568  11.6977
O  -0.7245  22.643  22.4736
O  -5.2682  -8.9081  24.121
O  11.6325  -2.0481  16.0313
O  17.4077  28.5469  23.7894
O  13.5302  12.9393  13.4871
O  -18.1259  -4.8965  13.7131
O  -7.6384  4.8834  10.0419
O  -9.0919  -13.7308  22.5382
O  27.6174  21.5  21.0791
O  18.2022  -10.513  14.8093
O  7.3027  7.2295  11.7356
O  -10.8528  4.5408  21.576
O  -15.2324  -2.8297  21.5192
O  9.9997  -5.8274  24.008
O  3.0932  -15.8672  21.5338
O  -1.0115  -0.2948  14.2653
O  28.0011  -3.7961  14.2235
O  -6.9978  -15.7596  18.8841
O  -8.6091  -12.6971  11.6886
O  17.1129  -7.5319  21.8745
O  11.864  -10.4737  11.252
O  16.5808  5.2646  11.3232
O  19.6917  3.4331  22.436
O  -14.1416  -21.3696  23.5884
O  36.7853  -20.3775  20.4362
O  41.6113  18.3779  22.9932
O  1.3914  17.7213  14.6798
O  0.3106  -35.6701  10.3248
O  -5.7975  -9.5427  13.6056
O  -7.7869  -0.8314  21.3522
O  10.6357  -18.2397  19.1348
O  21.6371  7.461  24.9205
O  -5.1272  4.5257  14.4978
O  29.89  13.2784  25.5068
O  -14.41  2.7967  13.485
O  28.9838  11.588  12.0607
O  20.4681  10.2901  18.6854
O  -20.4183  22.4729  24.2535
O  15.5513  -4.9449  16.2395
O  -24.2884  40.9356  17.3329
O  11.8577  11.4876  15.9132
O  0.2213  13.7894  23.6204
O  4.2622  35.89  11.7334

Results
free energy: -149751.261 eV
free energy less fixed offsets of O -568.88, Si -635.61 eV per atom: -0.821 eV

Forces (eV/angstrom), in the order of the atoms: element, x, y, z
Si  0.0681  -0.0102  0.0404
Si  -0.0157  -0.0094  -0.0618
Si  0.0344  -0.0418  -0.0467
Si  -0.0381  0.0316  0.0467
Si  0.037  -0.011  -0.0752
Si  0.0311  -0.007  0.0547
Si  0.0615  -0.0128  0.0543
Si  0.0266  -0.0483  -0.0542
Si  0.0737  0.0233  0.097
Si  -0.0863  -0.2723  -0.2078
Si  -0.1315  -0.2448  0.0042
Si  0.2599  0.0605  -0.1644
Si  -0.2044  -0.2013  -0.2142
Si  0.2058  0.1493  -0.0023
Si  0.1362  0.1679  -0.1912
Si  -0.049  -0.0949  0.1184
Si  -0.0117  0.0555  0.0433
Si  -0.1081  0.0133  0.0035
Si  -0.0575  0.1043  -0.1717
Si  -0.1179  0.1063  0.1512
Si  0.0074  0.007  -0.0647
Si  -0.0226  0.0619  0.0807
Si  0.0174  0.1039  0.1974
Si  0.0465  0.0071  -0.1854
Si  -0.0028  0.0151  -0.003
Si  -0.0121  -0.0122  -0.0071
Si  -0.0074  0.0227  -0.0089
Si  0.0083  -0.0219  -0.0023
Si  -0.0726  0.0409  -0.0094
Si  -0.0079  -0.0081  -0.0044
Si  -0.045  0.0066  0.0043
Si  -0.0648  0.0616  0.0132
Si  -0.1541  0.0743  0.1445
Si  -0.0038  -0.0156  -0.0702
Si  0.027  0.0048  -0.0342
Si  -0.041  -0.0304  -0.1695
Si  0.0691  0.0853  0.0679
Si  -0.0752  -0.1129  -0.047
Si  0.0659  -0.0737  0.2348
Si  -0.13  0.055  -0.3472
Si  -0.0379  0.0161  0.0039
Si  0.0051  0.0889  0.1038
Si  -0.0547  -0.0255  -0.0345
Si  0.0232  -0.0729  -0.0231
Si  0.0056  -0.0363  0.1308
Si  -0.0088  -0.024  0.0929
Si  0.0054  0.0796  -0.0107
Si  0.106  -0.0962  0.1845
Si  -0.035  0.0656  0.0497
Si  -0.14  -0.0865  0.0764
Si  0.1864  0.0306  -0.0809
Si  -0.148  -0.0651  0.0297
Si  0.0579  0.0246  -0.0706
Si  0.0715  0.0973  -0.0092
Si  0.0601  -0.0365  0.0262
Si  -0.1948  -0.1552  -0.1178
Si  -0.0407  -0.0161  -0.0059
Si  0.0765  -0.0118  0.0994
Si  -0.052  0.0595  -0.0367
Si  -0.0308  0.0041  -0.0504
Si  0.0184  0.0374  -0.059
Si  0.0112  -0.0009  -0.0352
Si  -0.0368  0.0793  0.0552
Si  0.1446  -0.0118  -0.0152
Si  -0.0729  -0.032  0.0119
Si  0.0521  0.0138  -0.001
Si  -0.0033  0.0208  -0.0147
Si  0.0114  -0.0503  -0.0066
Si  0.0535  0.0264  0.0314
Si  -0.0068  0.0241  0.0014
Si  -0.0022  -0.01  -0.0229
Si  -0.0294  0.0363  0.0282
Si  0.0237  -0.0611  -0.0028
Si  -0.0168  0.0114  0.0184
Si  0.0065  0.0056  -0.0094
Si  0.0054  -0.0259  0.0072
Si  -0.0146  0.0481  0.0242
Si  0.0065  -0.0343  0.0064
Si  -0.0249  -0.0144  0.005
Si  0.0107  0.0301  0.0151
Si  -0.0036  -0.0161  0.029
Si  -0.0243  0.0216  0.0044
Si  -0.0086  0.0061  0.0261
Si  0.0309  0.0029  -0.0128
Si  -0.0002  0.0353  -0.0204
Si  0.0053  -0.0306  -0.0138
Si  0.0307  -0.0272  0.0093
Si  -0.0414  0.0035  -0.0099
Si  -0.0355  0.0023  0.0399
Si  0.0039  -0.0244  0.0132
Si  -0.0007  -0.0281  0.0128
Si  -0.0407  0.0372  -0.031
Si  0.0023  -0.0284  -0.0249
Si  -0.0162  0.0106  0.0401
Si  -0.0006  -0.0227  -0.0044
Si  0.0361  0.0081  0.0559
Si  0.04  0.0121  -0.0739
Si  0.0229  -0.0132  0.0996
Si  -0.0014  0.004  0.0613
Si  -0.0504  -0.0376  0.0808
Si  0.0005  0.0343  0.1074
Si  0.0306  0.0175  -0.1011
Si  0.0814  0.0055  -0.0184
Si  -0.0005  -0.0168  0.0562
Si  -0.0071  0.0783  -0.1514
Si  -0.0156  0.0185  0.0325
Si  -0.0455  0.019  -0.1611
Si  0.0055  -0.1025  0.2009
Si  -0.1201  -0.1746  0.1187
Si  0.1272  0.0021  -0.1101
Si  0.0167  0.0568  -0.0396
Si  0.0766  0.0377  -0.0458
Si  0.0813  -0.0747  0.0145
Si  0.0901  0.0243  -0.0629
Si  0.0303  0.0306  -0.0123
Si  0.0156  -0.0165  -0.0154
Si  0.1249  -0.177  0.3006
Si  -0.0321  0.0609  0.0294
Si  -0.1377  -0.0904  0.1534
Si  0.0347  -0.0692  0.0061
Si  0.0342  0.0681  0.0576
Si  0.0029  -0.1114  0.0289
Si  -0.0981  0.0409  -0.0896
Si  -0.1396  0.0303  0.0772
Si  0.0043  -0.068  0.0524
Si  0.0426  0.0147  -0.0884
Si  0.0214  -0.0782  0.0036
Si  -0.0702  0.0718  -0.0956
O  0.037  -0.0077  0.0849
O  0.0085  0.0494  0.0436
O  -0.0154  0.0244  0.0014
O  0.0337  -0.0453  0.0042
O  -0.0213  -0.0082  0.0452
O  0.0037  -0.0472  0.0163
O  0.0336  -0.0367  -0.0291
O  0.0063  -0.027  -0.0443
O  -0.0095  0.0091  -0.0004
O  0.0268  0.04  -0.0112
O  0.0103  0.0362  -0.0245
O  0.0782  0.0232  0.0484
O  0.0184  0.0286  0.0068
O  0.0382  -0.0212  -0.0051
O  -0.0038  -0.0236  -0.0257
O  -0.0453  0.0506  0.0944
Si  0.0219  -0.0048  -0.0505
Si  -0.1041  -0.0119  -0.079
Si  -0.0299  0.0003  0.0493
Si  0.0141  0.0848  0.0096
Si  0.0311  -0.0169  -0.0657
Si  -0.0485  0.0102  0.0401
Si  -0.0175  -0.0383  0.0664
Si  0.0207  -0.0102  0.0774
Si  0.0807  -0.0558  -0.0236
Si  0.0159  0.0699  -0.0528
Si  0.0953  0.0867  0.1534
Si  0.1119  0.0847  0.0724
Si  0.0861  -0.0133  0.0759
Si  -0.0229  0.0202  0.0125
Si  -0.0913  0.1313  -0.2195
Si  0.0784  -0.0213  0.1058
Si  0.0214  0.0044  -0.1236
Si  -0.1056  0.0756  -0.2458
Si  -0.0106  0.0626  0.042
Si  0.061  0.0422  -0.0186
Si  0.0745  0.0185  0.2479
Si  0.0177  0.0793  -0.0943
Si  0.055  -0.0573  -0.055
Si  -0.0325  -0.0968  0.0956
Si  0.0162  -0.0772  -0.0571
Si  -0.0532  -0.013  0.1483
Si  -0.0303  -0.0332  0.0364
Si  -0.0939  -0.0921  0.1169
Si  0.0028  0.0882  0.0102
Si  0.0168  0.0391  -0.0906
Si  0.0129  -0.0671  0.0865
Si  -0.016  0.0525  -0.0469
Si  -0.0629  0.096  -0.0536
Si  -0.1135  0.0351  -0.4661
Si  -0.0317  -0.0892  0.0473
Si  -0.1205  -0.0909  -0.1184
O  -0.0673  -0.0442  0.0298
O  -0.0353  0.0176  0.0198
O  -0.0342  -0.0217  -0.047
O  0.0288  0.0097  -0.0977
O  -0.102  0.006  0.0301
O  -0.02  -0.0164  0.0034
O  0.0144  -0.0048  -0.0774
O  0.0364  -0.0235  -0.0263
O  0.0171  0.0519  0.0571
O  0.0851  0.0307  -0.0296
O  0.0096  -0.018  0.0102
O  0.0039  -0.0052  -0.0182
O  -0.0101  0.0079  0.008
O  -0.0659  0.0288  -0.0722
O  -0.007  -0.1075  -0.0371
O  -0.0057  0.0075  0.0321
O  0.088  0.057  -0.0602
O  0.0311  -0.057  0.0486
O  0.0013  0.0134  0.0057
O  -0.0031  0.091  -0.0151
O  0.0046  0.0406  0.0738
O  -0.0216  -0.0832  -0.0166
O  -0.0013  -0.0386  0.0291
O  -0.0087  0.039  0.001
O  0.0847  0.0545  -0.0619
O  0.0818  -0.0184  0.0018
O  -0.0264  -0.0034  -0.0636
O  0.1962  0.1852  -0.0525
O  -0.0317  0.0734  -0.0665
O  -0.0056  -0.016  -0.0363
O  -0.0109  -0.0138  0.1266
O  0.0636  0.0739  0.2285
O  0.0164  -0.0277  -0.0167
O  0.0278  -0.0053  -0.0377
O  -0.0663  -0.0385  -0.1035
O  -0.0174  0.0109  -0.0211
O  -0.0295  0.0011  0.0449
O  0.0453  -0.0053  -0.0335
O  -0.028  0.0587  -0.0047
O  -0.0203  -0.0444  0.0637
O  -0.0171  -0.0068  0.0273
O  0.0751  0.0376  -0.0665
O  -0.2148  -0.0836  -0.2103
O  -0.0393  -0.0213  -0.0426
O  0.113  0.0208  -0.0996
O  -0.0102  -0.0304  -0.0022
O  0.0927  0.063  0.0201
O  -0.004  0.0362  -0.0174
O  0.0353  0.0723  -0.1542
O  -0.0421  -0.002  0.0518
O  -0.0188  -0.0299  0.0091
O  -0.0216  0.0219  -0.0064
O  -0.1181  0.1319  0.0116
O  0.0181  -0.0491  0.0078
O  0.0505  -0.1072  0.1235
O  0.014  0.008  0.0192
O  -0.0841  -0.0417  0.0564
O  0.0331  -0.0203  -0.0318
O  0.0403  0.0214  0.2548
O  0.034  0.0117  0.0089
O  0.0189  0.0366  0.0294
O  0.036  0.0146  0.0205
O  0.0201  -0.1043  -0.0284
O  -0.0943  -0.0985  0.2243

The program warned: the cutoff lies below the one the program advises for these potential files; the exchange-correlation potential is rough where the density is thin.
